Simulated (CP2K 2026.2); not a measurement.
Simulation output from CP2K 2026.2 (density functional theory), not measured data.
Periodic cell of 496 atoms, Si360O136, from a study of silicon, its oxide and their interface. The atomic structure is a simulated model.
Doubt: the forces sum to 1.48 eV/angstrom along one axis rather than to zero, so they err by at least 0.0030 eV/angstrom per atom on average; the grid cutoff is modest.

Settings: functional PBE; method Gaussian and plane waves; basis set DZVP-MOLOPT-SR-GTH; pseudopotentials GTH-PBE; grid cutoff 300 Ry, relative cutoff 40 Ry; k points Gamma only; occupations fixed; spin none; net charge 0.

Cell vectors (angstrom)
a 16.32 0 0
b 0 16.32 0
c 3.377 0.8013 33.2656

Atoms and the computed forces on them: element, x, y, z (angstrom), force x, y, z (eV/angstrom)
Si 0.737 7.632 -0.348 0.063 -0.544 0.254
Si -2.35 -1.108 1.464 -0.106 0.214 0.494
Si -1.275 -6.486 -3.764 -0.049 -0.013 0.13
Si -5.722 6.011 -2.334 -0.025 0.057 -0.112
Si -8.491 -7.597 -0.279 0.124 0.023 0.108
Si -0.861 -6.445 1.223 0.254 0.401 0.513
Si 4.142 -0.696 1.427 0.535 0.168 0.36
Si 2.291 1.78 1.096 -0.434 0.361 0.21
Si 3.576 -1.237 -1.3 -0.079 0.04 -0.024
Si -10.341 6.232 0.037 -0.052 0.061 0.087
Si -8.265 2.207 0.556 -0.19 -0.079 0.509
Si 0.757 5.49 0.517 -0.076 0.534 0.277
Si 4.431 -3.801 -1.988 0.089 0.064 -0.096
Si -6.414 4.496 0.125 0.069 -0.089 0.009
Si 5.278 4.757 -2.424 0.079 0.006 -0.095
Si -7.55 6.83 -4.63 0.054 -0.083 -0.056
Si 3.444 8.005 0.59 -0.253 -0.159 0.449
Si -9.292 -2.135 -2.293 -0.011 0.062 0.018
Si -0.44 -0.017 2.408 -0.063 -0.092 0.036
Si 3.038 3.049 2.897 -0.31 -0.371 0.277
Si 0.706 5.941 2.82 -0.044 -0.027 -0.027
Si 2.448 7.648 2.761 -0.015 0.055 0.019
Si 0.336 -5.188 2.811 -0.44 -0.408 0.195
Si 2.513 -2.921 2.837 -0.059 0.099 0.641
Si 5.704 0.231 2.976 0.022 -0.066 -0.092
Si -8.869 1.934 2.78 -0.002 -0.062 0.041
Si 5.328 5.124 2.815 0.001 0.112 0.665
Si -7.508 8.942 2.776 0.076 0.059 0.737
Si 6.05 11.635 2.801 0.206 -0.002 0.704
Si -8.413 -3.057 2.951 0.02 -0.041 -0.075
Si -5.645 -0.38 2.775 0.019 -0.035 -0.028
Si -3.029 2.518 2.509 -0.328 -0.336 0.504
Si -5.126 5.919 2.666 -0.07 -0.213 0.742
Si -2.885 8.101 2.843 0.112 -0.002 0.59
Si -5.771 -5.708 3.13 -0.086 0.024 -0.1
Si -3.058 -2.909 2.801 0.044 -0.061 -0.04
Si -1.471 1.426 3.948 -0.034 0.004 -0.027
Si 1.474 4.191 4.174 -0.004 -0.033 0.043
Si -1.23 6.825 3.96 -0.003 0.007 -0.006
Si 1.485 9.467 4.035 -0.025 0.013 -0.03
Si -1.371 -4.059 4.039 0.03 -0.019 -0.01
Si 1.166 -1.266 3.862 0.054 0.055 -0.038
Si 4.123 1.428 4.234 0.003 0.017 0.012
Si 6.809 3.868 4.076 0.029 0.014 -0.07
Si 4.154 6.743 4.098 0.075 -0.041 -0.08
Si 6.915 9.725 3.994 -0.038 0.015 -0.175
Si 4.147 12.277 4.12 0.016 -0.002 -0.047
Si -9.501 -1.403 4.227 -0.032 -0.016 0.045
Si -6.952 1.17 3.991 -0.031 0.044 -0.034
Si -4.149 4.098 3.879 0.025 0.059 -0.036
Si -6.743 6.993 3.99 -0.051 0.057 -0.108
Si -4.101 -6.83 4.288 0.005 -0.027 0.004
Si -6.891 -4.112 4.414 0.019 -0.03 0.01
Si -4.175 -1.445 4.249 0.003 0.024 0.046
Si -2.746 0.032 5.402 0.025 -0.023 0.007
Si -0.021 2.747 5.325 -0.012 0.018 0.003
Si -2.66 5.387 5.28 -0.024 0.005 -0.032
Si 0.028 8.2 5.42 0.006 0.015 -0.053
Si -2.672 -5.423 5.475 0.037 0.005 0.008
Si -0.056 -2.632 5.373 -0.035 -0.009 0.026
Si 2.606 0.013 5.332 -0.01 -0.034 0.009
Si 5.469 2.719 5.622 -0.01 -0.003 0.003
Si 2.834 5.464 5.58 -0.024 -0.024 0.015
Si 5.527 8.23 5.296 0.022 0.064 0.032
Si 2.84 10.811 5.416 -0.018 0.001 0.019
Si 5.376 -2.678 5.557 0.04 0.041 0.022
Si -8.136 -0.075 5.57 -0.02 -0.017 0.034
Si -5.544 2.707 5.243 0.008 -0.007 -0.008
Si -8.119 5.44 5.249 0.05 -0.015 0.006
Si -5.453 8.128 5.595 -0.005 0.028 0.027
Si -8.242 -5.456 5.69 -0.022 0.05 0.018
Si -5.469 -2.75 5.649 -0.007 0.02 0.019
Si -1.389 -1.322 6.792 -0.011 0.02 0.009
Si 1.318 1.39 6.732 0.006 -0.019 0.016
Si -1.359 4.078 6.731 -0.007 -0.002 0.023
Si 1.381 6.834 6.809 0.024 0 -0.032
Si -1.33 9.52 6.811 0.021 0.03 0.014
Si 1.374 12.246 6.679 0.008 0.037 -0.054
Si 3.974 -1.301 6.798 -0.001 0.048 -0.005
Si 6.826 1.32 6.892 0.003 0.022 0.006
Si 4.122 4.088 6.936 -0.017 0.004 0.022
Si 6.836 6.798 6.67 -0.009 -0.011 0.006
Si 4.161 9.483 6.796 0.033 -0.01 0.014
Si 6.717 12.273 6.941 -0.007 -0.021 -0.004
Si -6.81 -1.38 6.96 0.017 -0.008 0.05
Si -4.148 1.401 6.702 -0.017 -0.029 -0.014
Si -6.804 4.088 6.691 -0.009 -0.009 -0.01
Si -4.012 6.717 6.765 0.004 -0.011 -0.036
Si -6.816 -6.832 6.936 0.029 -0.013 -0.01
Si -4.047 -4.117 6.88 0.013 0.013 0.005
Si -0.014 0.028 8.135 0.003 0.014 0.002
Si 2.69 2.704 8.164 -0.021 -0.026 0.001
Si 0 5.439 8.116 -0.002 -0.011 0.014
Si 2.753 8.171 8.162 0.007 0.014 0.014
Si 0.034 10.912 8.121 0.001 -0.016 0.001
Si 2.675 -2.726 8.134 -0.006 -0.017 -0.021
Si 5.39 -0.003 8.188 -0.019 -0.011 0.007
Si 8.192 2.748 8.148 -0.005 0.003 -0.002
Si 5.502 5.497 8.164 0.019 0.007 0.004
Si 8.136 8.09 8.187 -0.012 -0.002 -0.016
Si 5.405 10.858 8.238 0.001 0.005 0.008
Si 8.125 -2.727 8.27 0.014 -0.002 0.026
Si -5.42 0.044 8.181 -0.014 0.009 0.012
Si -2.747 2.725 8.088 -0.005 -0.003 -0.009
Si -5.416 5.385 8.111 0.016 0 -0.009
Si -2.699 8.128 8.135 -0.016 0.006 0
Si -5.423 -5.463 8.229 -0.015 0.022 0.027
Si -2.709 -2.7 8.184 0.002 -0.004 0.004
Si -1.379 1.369 14.961 -0.017 0.031 -0.005
Si 1.363 4.08 14.948 0.021 -0.026 -0.005
Si -1.347 6.793 14.956 0.013 -0.022 0.018
Si 1.35 9.527 14.967 -0.012 0.018 -0.005
Si -1.359 -4.095 14.974 0.008 -0.014 -0.006
Si 1.351 -1.354 14.969 0.002 -0.002 0.005
Si 4.075 1.352 14.959 0.012 -0.024 -0.017
Si 6.794 4.082 14.959 0.005 0.004 0.003
Si 4.081 6.816 14.958 -0.017 0.02 -0.007
Si 6.811 9.512 14.972 0.014 -0.012 -0.004
Si 4.079 -4.09 14.961 0.013 -0.007 0
Si 6.78 -1.349 14.961 -0.025 0.036 -0.004
Si -6.792 1.361 14.956 0.002 -0.027 0.007
Si -4.085 4.087 14.969 -0.011 0.023 0
Si -6.78 6.799 14.96 0.015 -0.013 -0.008
Si -4.072 9.522 14.947 -0.014 0.015 0.001
Si -6.807 -4.078 14.95 -0.002 0.019 -0.008
Si -4.083 -1.374 14.961 0.004 -0.024 -0.007
Si -2.734 -0.002 16.317 -0.001 -0.01 -0.01
Si -0.017 2.733 16.308 0.007 -0.01 -0.006
Si -2.712 5.439 16.321 -0.016 -0.017 0.001
Si -0.003 8.162 16.326 0.012 0.031 0.003
Si -2.73 -5.451 16.333 0.007 0.015 0.001
Si 0.009 -2.731 16.324 -0.013 -0.005 -0.008
Si 2.715 -0.003 16.33 0.013 0.023 -0.004
Si 5.44 2.711 16.314 -0.016 -0.014 -0.006
Si 2.722 5.449 16.304 0.009 -0.007 -0.011
Si 5.441 8.166 16.334 -0.006 -0.003 -0.002
Si 2.724 10.876 16.326 -0.008 -0.009 -0.007
Si 5.421 -2.722 16.318 0.003 -0.002 0.002
Si -8.161 0.011 16.309 0 -0.005 -0.01
Si -5.451 2.73 16.324 0.002 0.003 -0.004
Si -8.159 5.451 16.301 0.004 0.01 -0.006
Si -5.412 8.157 16.315 -0.005 -0.004 -0.003
Si -8.146 -5.445 16.325 -0.029 0.001 0.002
Si -5.452 -2.726 16.323 0.005 0.006 -0.001
Si -1.368 -1.375 17.658 0.022 0.014 -0.008
Si 1.329 1.363 17.656 -0.017 -0.017 -0.003
Si -1.368 4.08 17.693 0.001 0 -0.001
Si 1.367 6.802 17.675 0.018 -0.014 0.009
Si -1.379 -6.82 17.697 -0.015 -0.026 0.017
Si 1.393 -4.068 17.693 0.044 0.028 -0.004
Si 4.056 -1.383 17.697 -0.042 -0.02 0.021
Si -9.485 1.39 17.682 0.015 0.035 0.008
Si 4.083 4.085 17.652 0.02 0.009 0.001
Si -9.51 6.796 17.676 -0.001 -0.03 -0.012
Si 4.073 9.519 17.699 -0.005 0.003 -0.004
Si -9.53 -4.083 17.665 -0.004 -0.001 0
Si -6.823 -1.359 17.671 -0.003 0.006 -0.012
Si -4.098 1.359 17.676 -0.011 0.006 0.006
Si -6.815 4.106 17.673 -0.024 -0.009 -0.003
Si -4.034 6.824 17.689 0.015 0.012 -0.005
Si -6.775 9.504 17.673 0.036 -0.01 -0.002
Si -4.106 -4.096 17.689 -0.012 -0.009 -0.005
Si -1.33 1.229 20.406 -0.032 0.028 0.058
Si 2.642 2.79 18.969 -0.032 0.016 0.047
Si -0.058 5.516 19.034 -0.03 0.02 -0.02
Si 2.774 8.092 19.057 -0.021 0.013 -0.024
Si 0.017 -5.448 18.982 -0.016 -0.014 -0.011
Si 2.705 -2.716 19.143 0.014 0.009 -0.005
Si 5.482 -0.024 18.965 0.007 -0.005 0.051
Si -8.185 2.809 19.091 -0.014 0.006 -0.047
Si 5.5 5.379 19.028 0.001 -0.035 -0.034
Si -8.171 8.181 19.021 0.014 -0.002 0.027
Si 5.395 10.934 19.043 -0.006 0.005 -0.022
Si -8.136 -2.772 19.021 0.024 -0.014 -0.001
Si -5.542 0.074 19.028 -0.037 -0.018 -0.023
Si -2.683 2.653 19.041 -0.001 0.025 0.014
Si -5.42 5.46 18.984 0.015 0.025 -0.037
Si -2.692 -8.178 19.138 0.012 -0.021 -0.006
Si -5.394 -5.519 19.07 -0.009 0.019 -0.014
Si -2.775 -2.681 19.008 -0.006 0.012 0.02
Si 0.02 -0.055 19.022 0.041 -0.016 -0.046
Si 1.259 4.162 20.358 0.03 -0.038 0.02
Si -1.322 6.824 20.566 0.024 0.014 -0.012
Si 1.364 -6.844 20.318 -0.022 0.002 0.026
Si -1.358 -4.057 20.281 0.047 0.02 0.036
Si 1.314 -1.354 20.515 -0.031 0.02 -0.023
Si 4.057 1.384 20.16 0.035 -0.001 0.029
Si -9.511 4.129 20.56 -0.015 -0.003 0.002
Si 4.174 6.682 20.397 -0.045 0.015 0.011
Si -9.58 9.548 20.343 -0.009 -0.015 0.012
Si 4.095 -4.054 20.518 0.013 0.001 0.012
Si 6.836 -1.4 20.355 0.011 0.03 0.095
Si -6.839 1.48 20.449 -0.004 -0.048 0.023
Si -4.049 4.083 20.293 -0.034 -0.024 0.033
Si -6.775 6.82 20.339 0.021 -0.059 0.032
Si -4.034 -6.832 20.525 -0.031 0.033 -0.014
Si -6.807 -4.196 20.372 -0.019 0.01 -0.039
Si -4.175 -1.276 20.329 0.015 -0.022 0.05
Si -2.806 -0.047 21.791 0.03 0.035 0.008
Si -0.021 2.708 21.709 0.016 -0.015 -0.035
Si -2.733 5.354 21.778 -0.016 0.02 0.068
Si 0.116 8.219 21.903 -0.015 -0.011 0.094
Si -2.533 -5.458 21.746 0.065 -0.058 0.053
Si -0.171 -2.724 21.812 0.016 0.056 0.067
Si 2.799 0.109 21.637 0.04 0.015 -0.066
Si 5.254 2.693 21.674 -0.01 0.039 -0.022
Si 2.678 5.439 21.753 0.004 -0.001 -0.002
Si 5.528 8.098 21.729 0.04 -0.009 0.023
Si 2.672 -5.511 21.721 0.027 0.04 0.059
Si 5.508 -2.661 21.859 0.006 -0.038 0.014
Si -8.329 0.155 21.711 -0.391 0.22 -0.42
Si -5.369 2.816 21.767 -0.078 -0.014 0.02
Si -8.047 5.554 21.867 0 -0.034 0.065
Si -5.462 -8.213 21.826 0.018 -0.018 0.079
Si -7.177 -7.135 23.073 -0.17 -0.282 -0.394
Si -5.381 -2.824 21.603 0.003 -0.035 0.033
Si -2.083 -1.945 23.07 -0.026 -0.073 -0.1
Si 1.82 1.847 22.9 0.017 0.099 0.05
Si -1.858 3.499 22.976 -0.126 -0.093 -0.598
Si -1.227 4.559 25.873 0.04 -0.035 -0.107
Si -0.748 -6.248 23.135 0.11 0.072 -0.592
Si 0.886 -4.504 22.911 0.027 -0.03 -0.017
Si 4.492 -0.842 22.987 0.025 0.02 0.049
Si -10.181 0.931 22.933 -0.04 -0.09 -0.043
Si 3.51 3.614 22.97 -0.057 -0.043 0.013
Si -8.947 7.383 23.113 0.012 0.031 -0.04
Si 3.694 -7.325 22.874 -0.324 -0.118 -0.583
Si 7.093 -3.877 23.178 -0.214 -0.152 -0.701
Si -6.734 -1.923 23.228 0.29 -0.284 -0.486
Si -3.617 1.86 23.014 -0.004 -0.021 0.037
Si -6.203 4.595 23.063 0.024 0.184 -0.602
Si -4.498 6.295 23.015 -0.186 -0.093 -0.638
Si -8.226 -5.494 21.761 0.002 0.02 0.006
Si -3.733 -3.857 22.901 0.279 0.308 -0.331
Si -9.254 -3.08 -5.105 -0.037 -0.041 0.048
Si -7.622 3.854 25.616 0.059 0.018 -0.054
Si -6.433 1.39 -3.227 0.093 0.032 0.117
Si 1.965 7.273 23.066 0.061 0.185 -0.635
Si -8.8 -0.07 27.102 -0.021 -0.015 0.04
Si -1.358 -2.299 -1.349 0.115 -0.774 0.11
Si -2.806 -4.477 -5.529 0.067 -0.012 0.072
Si 1.801 -4.14 24.99 -0.217 -0.025 -0.584
Si -2.385 -1.742 -4.182 -0.031 -0.037 0.004
Si -10.517 6.628 -4.493 0.025 0.036 -0.014
Si -1.413 3.286 -0.052 0.297 -0.716 0.016
Si -10.047 -4.953 26.101 0.106 0.077 -0.102
Si 0.707 -0.058 -1.388 -0.369 0.331 0.358
Si -9.377 -7.655 27.247 -0.019 0.008 -0.03
Si 0.724 8.056 -4.964 0.018 -0.016 0.051
Si -5.829 -7.255 -1.873 -0.024 0.098 0.041
Si -3.751 7.697 25.693 -0.116 0.055 -0.039
Si -3.963 1.391 25.321 0.186 0.377 -0.612
Si -3.532 3.755 27.508 -0.029 -0.165 -0.088
Si 0.17 2.396 -5.712 -0.007 -0.019 -0.166
Si -4.647 -4.941 -0.49 0.161 0.253 0.758
Si -1.062 -7.266 26.143 -0.009 0.173 -0.084
Si -1.701 -0.712 25.004 -0.158 -0.332 -0.552
Si 0.772 6.746 25.906 0.053 -0.009 -0.035
Si -2.059 -2.558 27.283 0.018 0.047 -0.127
Si -9.705 1.784 25.021 -0.094 -0.304 -0.533
Si -9.278 0.944 -1.941 0.025 -0.107 0
Si 2.702 3.639 -1.04 0.007 0.115 0.067
Si -2.883 4.603 -2.483 0.136 -0.006 0.077
Si -4.839 -4.089 1.711 -0.001 -0.102 -0.063
Si -5.989 -6.732 -4.81 -0.164 0.417 -0.198
Si 1.037 0.533 24.646 0.208 0.422 -0.452
Si 4.552 4.196 24.966 -0.343 -0.108 -0.676
Si 1.675 2.027 -3.208 -0.019 -0.122 0.035
Si -9.61 6.335 25.098 0.161 0.317 -0.505
Si -9.858 3.909 -5.085 -0.08 -0.004 0.079
Si -6.048 -0.652 25.786 -0.028 -0.02 0.017
Si -2.477 3.683 -5.406 0.048 0.123 -0.185
Si 5.278 -5.854 0.055 0.06 0.027 0.061
Si -4.114 -4.46 27.453 0.27 -0.416 0.224
Si 3.158 -1.484 24.827 0.518 0.179 -0.42
Si 2.721 0.434 27.048 -0.023 -0.107 -0.141
Si 4.46 0.551 -3.517 -0.103 -0.052 -0.004
Si -4.065 0.662 1.368 0.011 0.019 -0.007
Si -1.666 -4.618 -1.287 0.172 0.687 0.007
Si 3.696 -6.341 25.711 0.001 0.019 -0.048
Si -6.454 -2.683 -1.389 0.096 0.085 0.074
Si 4.127 -3.664 -5.126 0.061 0.066 0.039
Si -1.009 7.15 -2.917 -0.144 -0.068 -0.05
Si 0.053 1.323 0.421 -0.146 0.086 -0.082
Si -5.166 -5.86 25.021 -0.073 0.049 -0.085
Si -6.524 -2.319 1.623 0.037 -0.17 0.549
Si -5.44 1.711 -0.329 0.476 -0.354 0.22
Si -5.384 -1.364 -3.871 0.155 -0.08 0.095
Si -1.386 1.378 9.485 -0.005 -0.026 -0.005
Si 1.339 4.081 9.505 0.007 0.008 0.008
Si -1.343 6.788 9.503 0.013 -0.006 0.009
Si 1.383 9.548 9.5 0.026 0.004 0.008
Si -1.336 -4.074 9.512 0.005 0.018 -0.011
Si 1.332 -1.355 9.501 0 0.015 -0.009
Si 4.051 1.364 9.54 -0.005 0.004 0.017
Si 6.832 4.103 9.516 0.002 0.012 0.005
Si 4.104 6.813 9.529 -0.015 -0.006 0.006
Si 6.794 9.486 9.55 -0.001 0.01 -0.008
Si 4.03 -4.074 9.536 -0.002 -0.018 0
Si 6.751 -1.351 9.569 -0.015 -0.019 0.009
Si -6.788 1.39 9.531 0.013 0.019 0
Si -4.075 4.058 9.505 -0.004 0.001 0.007
Si -6.778 6.748 9.503 0.006 -0.003 0.005
Si -4.054 -6.843 9.53 -0.016 -0.002 0.005
Si -6.795 -4.094 9.571 0.007 0.009 0.004
Si -4.071 -1.337 9.535 0.002 0.013 -0.003
Si -2.708 0.013 10.886 -0.003 0.002 0.002
Si -0.023 2.725 10.866 -0.012 0.007 -0.016
Si -2.715 5.434 10.859 -0.006 0.01 0.001
Si 0.017 8.165 10.85 -0.007 0.001 -0.005
Si -2.7 -5.45 10.866 0.003 -0.009 -0.003
Si -0.005 -2.71 10.887 0.006 0.006 0.008
Si 2.698 -0.012 10.881 0.018 -0.021 0.001
Si 5.439 2.741 10.862 -0.011 0.016 0.005
Si 2.723 5.436 10.859 0.014 -0.002 -0.002
Si 5.434 8.158 10.92 -0.009 0.008 0
Si 2.702 -5.431 10.908 -0.015 0.027 0.011
Si 5.406 -2.732 10.904 0 0.005 0.001
Si -8.171 0.023 10.878 -0.014 0.022 -0.009
Si -5.427 2.723 10.896 0.001 -0.027 0.012
Si -8.135 5.429 10.899 0.01 -0.027 -0.005
Si -5.435 8.131 10.873 0.008 0.001 0.004
Si -8.16 -5.466 10.902 0.03 -0.012 0.001
Si -5.435 -2.706 10.894 -0.014 0.007 -0.003
Si -1.36 -1.354 12.251 -0.009 -0.001 -0.003
Si 1.341 1.361 12.23 -0.011 -0.01 -0.001
Si -1.367 4.083 12.237 -0.007 -0.008 0.002
Si 1.369 6.805 12.222 0.017 0.009 -0.009
Si -1.346 9.511 12.228 0.016 0.011 0
Si 1.345 -4.069 12.256 0.001 -0.01 0.005
Si 4.056 -1.363 12.253 0.001 -0.005 0.005
Si 6.791 1.378 12.236 0.008 0 0
Si 4.077 4.085 12.234 -0.002 0 0.004
Si 6.813 6.792 12.252 0.01 0.011 -0.002
Si 4.073 9.53 12.259 0.005 -0.003 -0.002
Si 6.792 -4.089 12.245 -0.017 -0.011 -0.005
Si -6.812 -1.349 12.24 0.009 -0.002 0.005
Si -4.075 1.358 12.249 0 0.009 0
Si -6.787 4.074 12.258 0.01 0.013 0.009
Si -4.067 6.788 12.234 -0.018 -0.018 0.006
Si -6.788 9.5 12.244 -0.02 0.006 -0.005
Si -4.066 -4.084 12.23 0.002 0.012 -0.003
Si -0.007 0.009 13.61 -0.001 -0.01 0.004
Si 2.717 2.714 13.59 0.006 0.007 -0.008
Si 0.008 5.443 13.584 -0.003 0.008 -0.007
Si 2.711 8.166 13.604 0.006 0.01 0
Si -0.008 10.876 13.602 0 0.009 0.001
Si 2.709 -2.721 13.619 -0.002 -0.005 0.005
Si 5.429 0.006 13.588 -0.008 -0.009 -0.007
Si 8.158 2.72 13.605 0.001 0.003 0.002
Si 5.435 5.442 13.601 0.002 -0.006 -0.001
Si 8.171 8.154 13.611 0.009 0.001 0.005
Si 5.447 10.874 13.615 -0.007 -0.001 0.003
Si 8.146 -2.712 13.6 -0.003 -0.008 -0.003
Si -5.439 -0.006 13.601 0.008 0.023 -0.003
Si -2.728 2.73 13.603 -0.012 -0.014 0.002
Si -5.428 5.44 13.601 -0.006 -0.011 0
Si -2.708 8.154 13.592 -0.009 0.005 -0.006
Si -5.435 -5.439 13.591 0.003 -0.009 -0.007
Si -2.714 -2.73 13.606 0.004 0.008 0.004
O 4.696 -5.223 26.298 -0.24 0.331 0.484
O -0.479 4.598 -0.037 0.119 0.424 -0.056
O 4.293 -6.943 0.724 -0.115 0.003 0.482
O 1.459 -4.069 2.24 0.072 0.022 -0.475
O 3.481 -2.166 1.742 0.12 -0.181 -0.164
O 1.804 6.888 24.667 0.121 -0.262 0.301
O -9.39 1.757 -0.537 -0.579 0.142 -0.036
O 3.302 -2.829 -1.344 -0.509 -0.345 0.109
O -4.478 -4.72 24.103 0.081 0.149 0.179
O -7.832 3.773 0.425 -0.367 0.473 0.238
O -3.951 6.998 2.207 0.166 0.168 -0.274
O -9.19 7.276 -0.378 0.119 -0.495 -0.124
O -7.774 -7.516 1.166 0.205 0.146 -0.052
O 3.551 -7.541 26.779 -0.423 -0.311 -0.067
O 1.363 5.891 27.156 0.625 0.379 0.335
O -7.325 -0.466 22.853 0.311 0.405 0.058
O -10.245 5.034 -1.048 0.25 -0.207 0.306
O 3.074 -3.104 24.935 0.482 -0.469 0.221
O -9.026 7.001 -3.982 0.133 -0.098 0.602
O -6.35 4.181 24.664 0.292 0.054 0.319
O -0.526 5.923 25.366 -0.221 0.241 -0.46
O -9.626 -3.927 27.258 -0.387 -0.073 0.167
O -2.239 -7.168 1.747 -0.413 0.115 -0.195
O 1.251 2.75 -4.578 0.279 0.531 -0.12
O -10.655 -3.71 -5.602 0.088 -0.243 -0.527
O -7.983 -2.898 23.587 0.111 0.134 0.135
O -9.279 -6.368 26.276 0.263 -0.067 -0.478
O -5.214 -5.223 26.513 -0.201 -0.277 0.297
O 3.53 -2.182 -5.434 -0.571 -0.03 -0.059
O -5.833 -1.666 24.544 0.304 -0.31 0.288
O -2.19 -5.816 -4.9 -0.459 -0.442 -0.222
O -5.913 5.428 1.333 -0.265 0.218 -0.14
O -10.7 3.027 25.284 0.097 -0.017 0.332
O -1.232 -1.659 26.234 0.441 0.256 0.26
O -10.467 -3.064 -1.707 0.15 -0.023 0.423
O -9.907 0.674 26.191 -0.548 -0.238 0.182
O -4.393 7.194 27.088 -0.647 -0.622 -0.136
O 3.628 4.192 26.289 -0.333 0.377 0.19
O -4.022 6.583 24.565 -0.123 -0.37 0.519
O 4.973 6.157 -3.187 -0.507 0.397 0.221
O 2.138 4.784 -0.042 0.329 0.144 0.184
O -4.362 5.163 -2.196 -0.111 -0.073 0.088
O -1.843 5.847 -2.528 0.113 0.007 0.32
O 3.773 1.638 27.192 0.297 -0.062 -0.271
O -7.618 -0.509 26.101 -0.189 -0.216 -0.342
O -2.122 -3.181 -4.864 0.375 -0.156 -0.269
O 1.651 -0.975 24.397 -0.195 -0.077 -0.308
O 2.282 8.127 -0.551 0.352 0.478 -0.571
O -3.291 -4.604 -1.312 -0.201 0.329 -0.203
O -6.906 -8.042 -4.658 -0.201 0.094 0.201
O -6.666 5.426 -1.165 -0.404 -0.034 -0.183
O -10.218 3.833 -3.491 -0.055 -0.607 0.065
O -4.28 -7.207 25.116 0.365 0.07 -0.066
O 4.499 -5.198 -1.196 -0.261 -0.307 -0.334
O -3.201 -3.434 26.547 -0.025 -0.035 -0.893
O 5.239 5.665 24.843 -0.18 0.557 0.065
O -3.876 -1.171 -4.424 -0.159 0.121 -0.468
O 2.866 0.312 1.529 -0.32 -0.07 0.362
O 0.319 -8.086 26.373 0.343 0.351 0.099
O -9.203 -0.653 -1.671 -0.176 -0.183 0.482
O 0.207 -6.861 -4.31 0.397 0.441 -0.113
O -6.938 1.306 0.202 -0.195 -0.735 -0.003
O 4.303 -6.95 24.354 0.3 -0.022 0.275
O -9.636 7.333 26.373 -0.29 -0.02 0.126
O 3.442 -0.812 26.288 0.5 -0.148 0.366
O -5.472 0.821 25.501 -0.473 0.061 -0.028
O 3.204 1.544 -3.36 0.128 0.314 0.285
O -2.589 4.812 26.714 -0.143 0.499 -0.012
O -6.194 2.517 -4.363 0.505 0.324 0.243
O -2.284 -1.871 -2.594 -0.08 0.151 0.115
O -10.348 5.391 -5.531 -0.244 0.19 -0.846
O 2.286 -5.632 25.425 -0.061 -0.494 -0.126
O -7.896 -2.877 -2.047 -0.252 -0.219 0.059
O -6.61 -6.341 24.434 -0.229 0.233 0.232
O 4.61 -0.808 -0.125 0.65 -0.059 -0.029
O -10.118 5.696 1.551 0.608 -0.142 0.007
O -3.749 2.51 26.483 -0.041 0.115 0.222
O 0.075 -7.651 0.708 0.226 -0.334 0.371
O 3.189 2.373 -0.154 0.512 -0.281 -0.224
O -2.35 3.505 -1.391 0.09 -0.355 -0.121
O 2.338 8.005 -4.964 0.101 0.136 0.389
O -5.262 -1.351 27.002 0.819 0.153 -0.157
O -8.646 5.083 25.441 -0.044 -0.116 -0.135
O -2.968 0.123 25.575 -0.075 -0.107 0.39
O -8.288 3.661 -5.319 0.115 0.274 0.034
O -8.223 2.441 25.112 0.281 -0.434 0.15
O -1.251 -0.767 -4.778 0.319 0.307 0.312
O -1.016 -6.409 24.761 -0.183 0.567 0.21
O -5.317 7.549 -2.067 0.598 -0.036 0.191
O -1.311 2.614 -5.147 -0.273 -0.455 0.201
O -6.097 -2.458 -4.819 -0.763 -0.294 0.278
O -2.195 7.924 25.993 0.229 -0.436 -0.08
O 4.08 -4.032 -3.549 -0.204 -0.327 0.076
O 0.79 -3.653 26.145 -0.521 0.411 -0.083
O 0.713 0.774 -2.806 -0.353 -0.326 -0.165
O -5.413 1.489 -1.956 0.37 0.004 -0.127
O -2.061 -1.694 -0.032 -0.287 -0.129 0.055
O -1.395 -6.311 27.414 0.432 0.077 0.258
O -9.651 -6.491 -0.45 0.024 0.335 -0.486
O -5.545 -6.438 -3.263 0.226 0.507 0.151
O -4.985 -6.525 -0.689 0.262 -0.508 0.39
O -0.572 0.397 24.614 -0.342 0.491 -0.471
O -1.503 3.66 24.573 0.254 0.069 0.356
O 0.034 6.848 -4.132 0.119 -0.491 -0.371
O 4.699 0.171 -5.06 0.348 0.176 -0.206
O -7.247 3.692 27.185 -0.027 -0.517 0.179
O -1.1 -5.43 -2.56 0.588 0.225 -0.263
O -3.046 3.955 -3.938 -0.283 -0.046 -0.087
O -6.563 5.887 -3.735 0.19 -0.34 -0.124
O 4.49 6.881 0.043 -0.208 -0.162 -0.285
O -8.309 -4.339 -4.748 0.11 -0.246 0.67
O -2.341 3.378 1.276 0.262 0.445 0.25
O -5.876 -4.168 -1.205 -0.347 -0.347 -0.303
O -6.635 -1.918 0.026 0.108 0.635 -0.328
O -9.517 -2.066 -3.884 -0.379 0.246 -0.17
O -9.801 -4.414 24.602 -0.392 0.098 0.022
O -10.562 1.237 -2.869 0.127 0.298 -0.064
O 1.491 0.971 26.135 -0.463 0.72 0.449
O 3.875 4.114 -2.01 -0.132 0.056 -0.559
O -5.443 -1.837 -2.325 0.423 0.041 0.249
O 4.141 4.124 2.268 -0.184 0.094 -0.297
O -10.686 -4.79 1.216 0.181 0.524 -0.463
O 0.049 -1.53 -1.558 0.236 -0.257 -0.267
O 2.245 -0.395 -1.042 0.23 0.256 0.586
O -4.4 -4.381 -5.259 -0.372 -0.417 0.282
O -1.223 -5.405 0.048 0.043 0.148 0.109
O 1.518 3.127 -2.024 -0.54 0.199 -0.111
O -7.959 1.469 -2.71 -0.226 0.37 0.123
O -0.197 3.812 26.879 0.226 -0.452 0.171
O -1.958 -7.901 -3.316 -0.784 0.151 -0.155
O -6.208 -0.003 -3.997 -0.252 -0.074 -0.02
O -5.304 3.325 -0.085 0.682 0.365 -0.04
O -0.109 7.704 -1.705 0.112 0.109 -0.087
O 4.977 7.792 -5.228 0.281 0.391 -0.117
O -7.396 -7.331 -1.439 -0.293 0.1 -0.405
O 4.189 -0.838 -2.735 0.044 -0.404 -0.256

Results
total energy: -98144.796 eV
total energy less fixed offsets of O -438.25, Si -107.07 eV per atom: 2.404 eV
